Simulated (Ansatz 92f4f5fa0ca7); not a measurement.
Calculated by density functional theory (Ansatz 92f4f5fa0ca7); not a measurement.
Periodic cell of 234 atoms, Si146O88, from a study of silicon, its oxide and their interface. The atomic structure is a simulated model.
Doubt: the cutoff is low for norm-conserving oxygen, so forces and energies are approximate.
Doubt: the program's own warning below bears on the result.

Settings
functional: HSE06
potential files: SPMS norm-conserving
basis: plane waves
wave-function cutoff: 800 eV
density cutoff ratio: 4
exchange-correlation grid ratio: 1
k mesh: 1 x 1 x 1, Gamma-centred
occupations: fixed
spin: none
net charge: 0

Cell vectors (angstrom)
a  11.6015  0  0
b  0  10.938  0
c  0  0  32.6811

Atoms: element, x, y, z (angstrom)
Si  -0.0055  0.1421  24.0052
Si  3.8952  0.4366  23.4469
Si  7.7888  -0.2881  23.942
Si  1.8841  1.5056  24.005
Si  6.0288  1.3236  23.8905
Si  9.5609  1.2987  24.1354
Si  -0.0347  5.5019  24.0907
Si  3.5922  5.4373  24.1702
Si  7.6813  5.4793  24.1037
Si  1.7826  6.9675  24.2209
Si  5.6239  6.6154  23.9
Si  9.6057  6.8203  24.0283
Si  1.9192  2.7698  25.9968
Si  5.791  2.6581  25.913
Si  9.6128  2.7039  26.0302
Si  -0.0562  4.0731  25.9684
Si  3.8669  4.0736  26.0475
Si  7.6898  4.0689  25.9945
Si  1.9692  8.4041  25.9967
Si  5.6966  8.1545  25.7792
Si  9.6934  8.169  25.9566
Si  -0.0343  9.6187  25.8966
Si  3.9045  9.745  25.6147
Si  7.6991  9.4153  25.9187
Si  -0.0282  0.0127  27.8509
Si  3.8645  -0.0215  27.7548
Si  7.6919  -0.0501  27.8168
Si  1.9239  1.3379  27.8594
Si  5.7806  1.3391  27.8602
Si  9.6215  1.3177  27.9057
Si  0.0077  5.4869  27.8596
Si  3.8697  5.5019  27.904
Si  7.6961  5.4926  27.8679
Si  1.9443  6.8786  27.8366
Si  5.7678  6.8764  27.8118
Si  9.6643  6.8102  27.8728
Si  1.9336  2.7345  29.7819
Si  5.8008  2.7345  29.7819
Si  9.6679  2.7345  29.7819
Si  0  4.1018  29.7819
Si  3.8672  4.1018  29.7819
Si  7.7343  4.1018  29.7819
Si  1.9336  8.2035  29.7819
Si  5.8008  8.2035  29.7819
Si  9.6679  8.2035  29.7819
Si  0  9.5708  29.7819
Si  3.8672  9.5708  29.7819
Si  7.7343  9.5708  29.7819
Si  0  0  31.7155
Si  3.8672  0  31.7155
Si  7.7343  0  31.7155
Si  1.9336  1.3673  31.7155
Si  5.8008  1.3673  31.7155
Si  9.6679  1.3673  31.7155
Si  0  5.469  31.7155
Si  3.8672  5.469  31.7155
Si  7.7343  5.469  31.7155
Si  1.9336  6.8362  31.7155
Si  5.8008  6.8362  31.7155
Si  9.6679  6.8362  31.7155
Si  1.9336  2.7345  0.9679
Si  5.8008  2.7345  0.9679
Si  9.6679  2.7345  0.9679
Si  0  4.1018  0.9679
Si  3.8672  4.1018  0.9679
Si  7.7343  4.1018  0.9679
Si  1.9336  8.2035  0.9679
Si  5.8008  8.2035  0.9679
Si  9.6679  8.2035  0.9679
Si  0  9.5708  0.9679
Si  3.8672  9.5708  0.9679
Si  7.7343  9.5708  0.9679
Si  0.0133  0.0112  2.9048
Si  3.8682  0.0066  2.9092
Si  7.7517  0.0072  2.9228
Si  1.9482  1.3758  2.8985
Si  5.7996  1.3382  2.8633
Si  9.6914  1.3443  2.8928
Si  0.0147  5.4754  2.9049
Si  3.8898  5.4521  2.9533
Si  7.7614  5.4737  2.8608
Si  1.9661  6.8298  2.9006
Si  5.8189  6.843  2.8886
Si  9.6756  6.8448  2.9032
Si  1.9719  2.7077  4.8512
Si  5.8277  2.6959  4.7683
Si  9.7473  2.5884  4.8921
Si  -0.0007  4.0506  4.8011
Si  3.9073  4.1093  4.9498
Si  7.8125  3.9365  4.6457
Si  1.9496  8.3041  4.7506
Si  5.8363  8.3051  4.7508
Si  9.6406  8.2354  4.8277
Si  -0.0123  9.5544  4.8209
Si  3.8971  9.6632  4.9098
Si  7.7651  9.71  4.9526
Si  0.1165  -0.2486  6.8874
Si  3.9928  0.0932  6.9351
Si  7.8422  0.1338  7.0734
Si  1.927  1.2836  6.7844
Si  5.8662  1.5512  6.8337
Si  9.9441  1.3155  6.9887
Si  -0.0465  5.4944  6.6754
Si  3.8155  5.7269  6.7732
Si  7.7765  5.3203  6.4643
Si  1.8115  6.909  6.5972
Si  5.9569  6.8265  6.5597
Si  9.5644  6.8067  6.7125
O  5.6  2.8755  7.8584
O  1.6588  7.6409  8.0811
O  6.515  7.8588  7.7468
O  11.7291  4.6316  8.0787
O  7.8442  10.0111  8.3781
O  9.1904  7.6864  8.1027
O  4.1636  10.1011  8.302
O  10.4877  2.2987  8.251
O  7.8606  4.3209  7.8209
O  3.512  5.3525  8.4021
O  0.1818  9.7833  8.3143
O  1.5996  2.3563  8.0233
O  1.6033  7.8478  22.8088
O  1.4814  2.317  22.5927
O  6.5909  2.3611  22.7116
O  3.5095  8.3105  21.0695
O  5.6077  7.3093  22.3759
O  7.8972  9.7315  22.5239
O  3.076  4.3398  23.0182
O  9.6269  7.7216  22.6325
O  0.3752  4.7145  22.6662
O  7.9242  4.6351  22.695
O  4.1094  10.4112  19.1858
O  9.3152  2.3262  22.842
Si  1.0096  8.6441  9.1761
Si  9.2884  10.1055  15.6246
Si  5.5915  -8.6062  18.5384
Si  6.5729  3.8869  8.7179
Si  2.6222  5.4349  20.0193
Si  1.0162  3.9154  15.9266
Si  1.9144  7.9816  21.2168
Si  -0.8576  8.0278  11.5848
Si  11.881  3.1131  8.6315
Si  1.7147  3.8776  22.2276
Si  4.4721  -4.8501  9.5053
Si  -0.9002  3.6047  17.9325
Si  9.2883  2.3961  12.8326
Si  -4.4895  8.7002  16.8801
Si  -1.3443  2.0553  15.6216
Si  3.4685  4.6205  14.5776
Si  11.4299  -0.7743  20.8849
Si  7.1845  7.0388  19.3887
Si  -6.9249  -0.383  17.6572
Si  0.0041  -1.6982  14.2067
Si  -1.0263  10.9248  11.9772
Si  15.4952  9.2603  9.6766
Si  8.8436  8.7252  21.6094
Si  7.7858  8.3819  8.6154
Si  4.7221  -3.7125  21.0036
Si  18.2335  2.7308  11.5146
Si  -4.5808  -1.5812  13.9861
Si  13.6303  -0.156  16.0142
Si  0.9945  1.1999  18.8036
Si  3.4503  4.312  17.3869
Si  2.8033  1.7786  13.5591
Si  7.9906  3.0757  22.255
Si  19.4111  7.3504  11.6475
Si  5.0679  0.0395  12.1566
Si  3.8082  11.661  20.2017
Si  11.9768  2.411  11.5652
Si  8.049  3.9731  19.3366
Si  5.2323  5.3651  12.1946
O  1.6549  13.3192  12.5612
O  5.7082  -0.8023  13.4109
O  7.6226  -2.4645  12.7857
O  12.1945  3.2772  10.2189
O  8.1608  10.4293  14.4728
O  7.0641  2.998  9.9725
O  1.0143  -1.8223  20.5217
O  7.4434  7.4036  17.8142
O  1.8019  -6.1142  14.7783
O  3.7358  0.2475  21.7736
O  1.9999  4.0584  20.6322
O  9.4461  6.9932  11.6679
O  0.2089  2.6328  18.6364
O  7.5135  7.9927  10.1744
O  6.7504  -2.5464  15.2983
O  8.087  7.8481  20.4735
O  7.082  13.9356  18.4218
O  2.2446  0.9622  14.8486
O  5.3778  1.1021  17.4717
O  1.5727  -4.3176  20.3918
O  8.4629  -12.2407  16.9458
O  10.126  9.5289  11.3073
O  7.942  -7.802  12.3747
O  6.125  1.1926  11.6699
O  4.0446  5.7484  20.78
O  16.0119  7.7226  9.4201
O  16.2984  -0.9749  10.9216
O  2.4082  12.3136  19.6272
O  3.7196  0.7714  12.6758
O  4.1029  4.9789  16.0482
O  9.7166  2.7181  16.9856
O  4.575  3.5363  18.2018
O  1.2596  -1.423  15.2434
O  2.2548  3.3236  16.8468
O  -4.245  5.429  19.5627
O  10.2879  -2.0324  15.1256
O  -1.3598  0.4527  15.8823
O  0.1073  7.8004  10.2719
O  9.9224  -1.3516  20.7543
O  1.2351  0.4502  17.3405
O  5.9117  16.2566  9.1967
O  8.1586  3.0652  20.6662
O  0.0553  -0.4006  22.4472
O  11.6312  8.0824  13.0029
O  0.006  0.8783  11.0811
O  10.6865  14.0132  12.3341
O  9.2294  2.4346  14.4445
O  5.079  1.7703  20.0091
O  4.1366  5.7941  11.0607
O  9.5996  4.3133  18.8925
O  5.4863  3.7694  11.9961
O  -0.2391  10.6428  13.3858
O  0.1432  13.6178  15.2849
O  2.2826  9.2907  9.9962
O  3.6584  3.0586  14.1188
O  5.6589  7.4969  19.7197
O  3.4981  -0.6427  16.555
O  2.8048  -5.5331  18.4075
O  5.8266  -1.4918  17.4938
O  4.359  5.5636  13.5741
O  6.6761  -4.7543  12.0207
O  9.2408  11.8144  12.2311
O  -0.0419  -6.283  16.9668
O  11.5634  0.3818  19.7655

Results
free energy: -55954.149 eV
free energy less fixed offsets of O -447.96, Si -113.29 eV per atom: 6.671 eV
gap between the highest filled and lowest empty level on this k mesh: 1.493 eV

The program warned: the cutoff lies below the one the program advises for these potential files; the model core charge is not resolved on the grid; the forces do not sum to zero within the program's tolerance; the exchange-correlation potential is rough where the density is thin.
